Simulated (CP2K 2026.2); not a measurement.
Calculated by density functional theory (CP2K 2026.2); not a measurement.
Periodic cell of 504 atoms, Si360O144, from a study of silicon, its oxide and their interface. The atomic structure is a simulated model.
Doubt: the forces sum to 2.21 eV/angstrom along one axis rather than to zero, so they err by at least 0.0044 eV/angstrom per atom on average; the grid cutoff is modest.

Settings
functional: PBE
method: Gaussian and plane waves
basis set: DZVP-MOLOPT-SR-GTH
pseudopotentials: GTH-PBE
grid cutoff: 300 Ry, relative cutoff 40 Ry
k points: Gamma only
occupations: fixed
spin: none
net charge: 0

Cell vectors (angstrom)
a	16.32	0	0
b	0	16.32	0
c	-6.0567	0.6359	33.6058

Atoms and the computed forces on them: element, x, y, z (angstrom), force x, y, z (eV/angstrom)
Si	1.058	-1.069	0.022	0.166	-0.189	0.782
Si	4.213	1.196	0.058	-0.194	0.149	0.789
Si	1.164	4.349	0.224	0.084	-0.135	0.836
Si	3.983	7.028	0.017	0.147	-0.123	0.782
Si	1.706	-7.133	0.015	-0.131	0.048	0.808
Si	4.34	-4.328	0.05	-0.146	0.102	0.756
Si	6.41	-1.065	0.048	0.245	-0.127	0.761
Si	9.283	1.66	0.085	0.038	-0.221	0.73
Si	6.977	3.757	0.062	-0.049	0.233	0.772
Si	9.778	6.536	0.14	-0.141	0.109	0.684
Si	6.765	9.961	-0.082	0.128	-0.374	0.69
Si	-6.552	-4.354	0.169	-0.183	0.387	0.609
Si	-3.839	-1.516	0.04	-0.145	0.132	0.746
Si	-1.087	1.207	0.239	-0.139	0.062	0.771
Si	-4.41	4.238	0.246	0.171	-0.053	0.755
Si	-1.199	6.422	0.037	-0.132	0.278	0.712
Si	-4.291	-6.641	0.021	0.311	-0.296	0.598
Si	-1.671	-3.814	-0.104	0.238	-0.14	0.759
Si	2.665	0.013	1.363	0.022	-0.011	-0.061
Si	5.417	2.686	1.42	-0.01	-0.034	-0.059
Si	2.787	5.516	1.406	0.029	0.017	-0.033
Si	5.587	8.251	1.203	0.032	0.039	-0.032
Si	2.77	-5.504	1.341	0.007	0.009	-0.067
Si	5.397	-2.707	1.375	0.008	0	-0.042
Si	8.104	0.02	1.304	-0.034	-0.01	-0.068
Si	-5.557	2.724	1.545	-0.012	-0.031	-0.025
Si	8.127	5.394	1.348	-0.004	-0.04	-0.054
Si	-5.406	8.131	1.401	-0.02	0.008	-0.051
Si	8.185	-5.401	1.504	0.006	-0.007	0.012
Si	-5.438	-2.66	1.318	0.008	0.006	-0.018
Si	-2.718	0.019	1.413	0.002	-0.015	-0.014
Si	0.066	2.743	1.537	0.011	0.025	-0.003
Si	-2.735	5.366	1.451	-0.01	0.016	-0.033
Si	-0.01	8.114	1.237	0	-0.005	-0.08
Si	-2.681	-5.457	1.26	-0.005	0.015	-0.069
Si	-0.035	-2.743	1.256	-0.039	0.02	-0.071
Si	1.424	1.37	2.824	0.001	-0.01	0.032
Si	4.096	4.101	2.741	-0.012	-0.007	-0.003
Si	1.351	6.831	2.723	-0.013	0	0.05
Si	4.184	9.517	2.687	-0.008	-0.027	0.031
Si	1.353	-4.104	2.622	0.002	0.022	-0.023
Si	4.007	-1.38	2.723	0.003	0.025	0.042
Si	6.778	1.33	2.769	0.02	0.012	0.035
Si	9.435	4.109	2.846	-0.017	0.015	0.039
Si	6.806	6.826	2.653	-0.014	0.005	-0.016
Si	9.517	-6.855	2.767	0.017	-0.031	0.033
Si	6.806	-4.003	2.767	-0.015	0.018	0.028
Si	-6.828	-1.328	2.668	0	0.008	0
Si	-4.108	1.347	2.767	0.017	0.011	-0.005
Si	-1.387	4.039	2.831	-0.001	0	0.021
Si	-4.038	6.809	2.776	-0.03	-0.025	0.02
Si	-1.315	-6.8	2.626	-0.007	-0.031	-0.011
Si	-4.076	-4.1	2.66	-0.005	0.008	0.04
Si	-1.349	-1.391	2.727	0.017	0.005	0.025
Si	0.009	-0.019	4.099	-0.033	-0.02	-0.015
Si	2.768	2.746	4.141	-0.001	-0.028	-0.003
Si	0.006	5.453	4.103	0.033	-0.001	-0.029
Si	2.755	8.185	4.052	0.004	0.007	-0.036
Si	0.016	-5.447	4.023	0.007	0.003	-0.007
Si	2.671	-2.755	4.06	-0.003	0.008	-0.008
Si	5.403	-0.034	4.093	0.023	-0.003	-0.026
Si	8.107	2.706	4.156	-0.01	-0.002	-0.021
Si	5.454	5.478	4.064	0.014	0.005	-0.018
Si	8.15	-8.198	4.097	0.009	0	0.005
Si	5.46	-5.416	4.087	-0.011	-0.018	-0.02
Si	8.182	-2.673	4.096	-0.002	0.003	0.008
Si	-5.469	-0.017	4.088	-0.024	0	-0.005
Si	-2.753	2.686	4.151	0.009	0.008	0.005
Si	-5.444	5.463	4.126	-0.003	-0.015	-0.027
Si	-2.669	8.197	4.068	0.004	-0.007	-0.019
Si	-5.427	-5.446	4.061	-0.007	0.036	-0.017
Si	-2.728	-2.753	4.066	-0.001	0.031	-0.045
Si	1.402	-1.366	16.291	-0.003	-0.005	-0.005
Si	4.131	1.346	16.308	-0.008	0.013	0.004
Si	1.39	4.075	16.244	0.005	0.004	0.004
Si	4.093	6.799	16.337	-0.013	0.011	-0.006
Si	1.374	-6.8	16.33	0.001	0.001	0.004
Si	4.088	-4.088	16.34	0.005	-0.002	0.002
Si	6.804	-1.38	16.407	-0.007	0.01	0.033
Si	-6.834	1.374	16.288	-0.01	-0.003	-0.003
Si	6.783	4.073	16.36	-0.004	-0.005	0.023
Si	-6.805	6.828	16.311	0.026	-0.015	-0.009
Si	6.8	-6.802	16.357	0.012	-0.007	0.015
Si	-6.817	-4.082	16.365	0.008	-0.022	0.01
Si	-4.092	-1.378	16.279	0.001	0.001	0.005
Si	-1.326	1.363	16.234	0	-0.006	-0.018
Si	-4.094	4.107	16.243	0.002	-0.001	-0.016
Si	-1.373	6.818	16.229	0.016	0	-0.007
Si	-4.124	9.537	16.347	-0.001	-0.01	0.021
Si	-1.365	-4.103	16.309	-0.012	0.012	0.017
Si	2.778	-0.012	17.646	0.019	-0.017	0.019
Si	5.43	2.694	17.748	-0.003	0.007	0.004
Si	2.772	5.358	17.648	-0.001	0	0.009
Si	5.428	8.167	17.722	0.014	-0.001	0.028
Si	2.729	-5.431	17.71	-0.013	-0.024	-0.006
Si	5.416	-2.764	17.762	-0.002	0.007	0.035
Si	8.179	0.038	17.727	0.019	-0.006	0.002
Si	-5.45	2.746	17.582	0.006	0.026	0.026
Si	8.158	5.478	17.66	-0.011	-0.002	0.004
Si	-5.472	8.16	17.732	-0.025	-0.004	0.006
Si	8.149	-5.448	17.743	-0.031	0.022	-0.007
Si	-5.455	-2.692	17.695	0.032	0.002	-0.01
Si	-2.664	-0.032	17.552	-0.02	0.002	0.008
Si	-0.001	2.76	17.579	0.027	-0.02	0.032
Si	-2.783	5.526	17.574	-0.026	-0.013	0.004
Si	0.01	-8.222	17.613	-0.025	0.002	0.019
Si	-2.777	-5.399	17.696	-0.006	-0.003	0.049
Si	0.074	-2.778	17.617	0.022	0.025	-0.005
Si	1.431	1.435	18.892	0.006	0.018	-0.027
Si	4.062	4.031	19.146	-0.009	0.002	0.011
Si	1.364	6.67	18.941	-0.011	-0.003	-0.026
Si	4.065	-6.783	19.091	0.012	-0.014	-0.01
Si	1.39	-4.075	19.096	0.012	0.003	0.018
Si	4.039	-1.39	19.116	-0.026	0.002	-0.005
Si	6.813	1.364	19.124	-0.002	0.001	0.021
Si	-6.738	4.156	18.967	0.031	0.003	-0.019
Si	6.765	6.765	19.068	0.026	-0.016	-0.027
Si	-6.855	9.486	19.121	0.012	-0.018	0.004
Si	6.79	-4.122	19.146	-0.01	-0.015	-0.026
Si	9.589	-1.279	19.086	0.046	0.016	-0.031
Si	-4.041	1.35	18.826	-0.009	-0.018	-0.065
Si	-1.421	4.164	18.841	-0.008	0.001	-0.044
Si	-4.074	6.823	19.081	0.007	0.006	0.005
Si	-1.383	-6.85	18.908	-0.007	-0.022	-0.046
Si	-4.135	-4.009	19.119	0.017	-0.01	-0.007
Si	-1.291	-1.408	18.886	-0.01	0.011	-0.05
Si	0.058	0.042	20.106	0.008	-0.036	0.036
Si	2.615	2.708	20.495	-0.003	0.005	0.07
Si	-0.084	5.383	20.287	0.001	0.039	0.038
Si	2.72	8.005	20.281	0.031	-0.026	0.037
Si	-0.014	-5.553	20.256	0.02	-0.013	0.044
Si	2.635	-2.689	20.593	-0.014	0.07	0.047
Si	5.432	-0.031	20.477	0.012	-0.01	0.028
Si	8.267	2.796	20.325	-0.021	-0.001	0.048
Si	5.497	5.343	20.493	0.02	-0.008	0.065
Si	8.046	8.137	20.492	-0.026	0.013	0.027
Si	5.402	-5.477	20.584	0.037	0.034	0.011
Si	8.126	-2.576	20.387	-0.057	0.002	0.079
Si	-5.206	0.042	20.358	-0.014	-0.039	0.059
Si	-2.776	2.793	20.117	-0.02	0.066	0.049
Si	-5.416	5.464	20.461	-0.006	-0.018	0.052
Si	-2.695	-8.107	20.395	0.003	-0.007	0.052
Si	-5.545	-5.422	20.473	0.014	0.033	0.016
Si	-2.587	-2.661	20.375	-0.04	-0.063	0.055
Si	1.375	-0.963	21.738	-0.024	-0.344	-0.698
Si	3.784	1.057	21.713	0.026	0.233	-0.779
Si	0.79	3.717	21.696	0.19	-0.003	-0.69
Si	4.175	6.831	21.723	-0.057	-0.149	-0.712
Si	1.147	-7.157	21.51	0	0.069	-0.741
Si	4.299	-3.807	21.883	-0.16	-0.067	-0.784
Si	6.572	-1.57	21.879	0.053	0.178	-0.769
Si	-6.402	1.658	21.505	0.064	-0.001	-0.8
Si	7.205	4.288	21.801	-0.171	-0.105	-0.785
Si	-7.029	6.624	21.758	0.191	0.079	-0.729
Si	6.371	-7.228	21.917	0.174	0.247	-0.792
Si	9.213	-4.099	21.717	0.147	-0.01	-0.694
Si	-3.394	-0.849	21.658	-0.158	-0.074	-0.697
Si	-1.31	1.47	21.278	0.01	0.033	-0.526
Si	-4.217	3.806	21.657	0.035	0.274	-0.677
Si	-1.083	7.015	21.65	-0.263	-0.092	-0.76
Si	-3.829	-6.49	21.7	-0.097	-0.177	-0.782
Si	-1.502	-4.375	21.596	0.002	0.09	-0.696
Si	1.458	-6.264	-2.915	0.066	0.002	0.107
Si	-5.413	-2.658	-5.852	0.07	-0.014	0.08
Si	-2.845	5.585	23.758	-0.02	-0.095	-0.105
Si	-5.677	0.156	25.789	0.079	0.033	0.013
Si	5.374	-7.672	-5.139	-0.064	0.057	-0.007
Si	0.958	-3.098	-7.194	-0.006	0.023	0.066
Si	-1.933	6.395	-5.569	-0.026	-0.075	0.023
Si	6.843	2.85	24.623	0.124	0.077	-0.122
Si	7.878	-1.291	-2.56	0.075	0.075	0.04
Si	-6.532	-7.106	-7.125	-0.018	0.007	0.022
Si	2.575	-5.529	23.852	0.015	0.075	-0.079
Si	1.399	-1.907	-2.975	-0.061	0.028	0.213
Si	4.038	2.263	24.46	-0.1	-0.097	-0.015
Si	-5.284	5.228	-3.735	0.081	0.087	0.078
Si	-3.435	-4.442	-4.595	-0.046	-0.09	-0.103
Si	-8.034	4.756	-6.754	-0.002	-0.088	0.062
Si	7.693	1.035	-4.581	-0.002	-0.092	-0.091
Si	-6.248	2.797	-5.136	-0.107	0.086	0.036
Si	-7.561	-5.565	-2.242	-0.122	0.148	0.196
Si	-4.59	7.602	-5.424	-0.051	0.102	0.101
Si	2.442	2.645	-2.087	0.08	-0.068	0.025
Si	0.68	0.916	-3.83	-0.056	0.106	-0.027
Si	3.496	4.795	-4.064	-0.015	0.011	0.052
Si	-0.12	-1.089	24.595	0.022	0.109	-0.131
Si	-8.039	0.198	23.831	-0.03	-0.101	-0.105
Si	5.758	-4.228	26.304	0.168	-0.081	-0.047
Si	5.584	-4.765	-4.894	-0.036	-0.087	0.015
Si	2.527	7.534	-4.401	-0.008	0.024	-0.004
Si	-7.665	6.667	-2.622	-0.025	0.006	0.074
Si	1.339	-5.834	-7.008	-0.099	0.208	0.023
Si	-4.747	-6.731	-2.895	0.094	-0.011	0.004
Si	3.456	3.729	-7.012	-0.105	0.044	0.023
Si	0.803	2.291	-6.566	0.038	-0.064	-0.016
Si	6.205	2.643	-6.398	0.087	-0.01	0.022
Si	-3.266	-1.037	24.613	0.056	0.005	0.046
Si	-5.76	-0.197	-1.989	0.058	0.046	0.107
Si	7.436	-5.328	23.88	0.052	-0.016	-0.078
Si	3.541	-3.977	-2.896	-0.054	-0.084	0.125
Si	-2.64	2.898	-1.903	-0.009	0.067	0.115
Si	-5.06	7.854	23.792	-0.034	0.009	-0.137
Si	-6.272	-4.188	24.505	-0.114	0.064	-0.114
Si	-4.9	0.157	-5.03	0.07	-0.036	0.066
Si	-0.116	-4.034	24.357	0.022	-0.03	-0.152
Si	0.625	7.789	-6.703	0.006	0.044	-0.001
Si	-0.729	-4.183	-3.077	-0.05	-0.02	0.159
Si	-1.874	3.501	-6.599	0.06	-0.012	0.022
Si	8.08	7.568	-5.324	0.035	-0.008	-0.079
Si	2.542	5.001	23.812	-0.032	0.083	-0.153
Si	-8.125	-3.654	-4.598	0.217	-0.019	0.096
Si	4.328	-6.023	-7.151	0.088	0.089	-0.061
Si	-2.402	5.731	-2.648	-0.032	-0.03	0.081
Si	5.734	5.496	-2.16	-0.058	-0.048	0.105
Si	1.727	1.038	26.133	-0.101	0.002	0.062
Si	-2.379	1.302	-4.356	0.12	0.021	0.056
Si	1.353	-1.385	5.451	0.004	0.011	-0.008
Si	4.098	1.355	5.476	0.01	0.014	0.002
Si	1.365	4.091	5.463	-0.019	0.002	-0.001
Si	4.078	6.811	5.43	-0.008	-0.019	-0.009
Si	1.384	9.538	5.409	0.007	0.023	-0.006
Si	4.063	-4.085	5.428	0.005	0.012	0.007
Si	6.793	-1.354	5.457	-0.006	0.001	0.001
Si	9.51	1.352	5.466	0.009	-0.006	-0.005
Si	6.772	4.104	5.47	-0.006	0.004	-0.004
Si	9.516	6.806	5.481	-0.006	-0.006	0.002
Si	6.806	-6.798	5.436	0.003	-0.002	-0.005
Si	9.534	-4.077	5.423	0.006	-0.004	-0.006
Si	-4.088	-1.383	5.428	-0.003	0	-0.013
Si	-1.36	1.331	5.466	-0.002	-0.01	-0.006
Si	-4.098	4.082	5.477	0.002	-0.002	-0.009
Si	-1.344	6.823	5.45	0.001	0	-0.008
Si	-4.057	-6.785	5.428	-0.011	-0.016	-0.004
Si	-1.351	-4.101	5.412	0.007	-0.015	-0.013
Si	2.718	-0.014	6.805	0.001	-0.007	-0.008
Si	5.437	2.729	6.832	-0.001	-0.003	-0.001
Si	2.728	5.453	6.808	0	-0.004	0.002
Si	5.438	-8.153	6.794	-0.007	0.014	0
Si	2.718	-5.436	6.801	-0.01	-0.002	-0.002
Si	5.432	-2.73	6.793	0.004	-0.001	0
Si	8.151	-0.001	6.822	-0.004	0.01	-0.002
Si	10.869	2.714	6.826	-0.001	0.007	0
Si	8.156	5.44	6.826	0.017	-0.008	-0.004
Si	10.893	-8.139	6.799	-0.005	-0.001	-0.003
Si	8.169	-5.436	6.787	0.009	-0.003	0.003
Si	10.882	-2.729	6.801	0.001	-0.006	0.002
Si	-2.732	-0.025	6.805	0.017	0.009	0
Si	-0.001	2.715	6.807	-0.001	-0.004	-0.013
Si	-2.715	5.454	6.803	-0.007	-0.003	-0.01
Si	0.026	8.18	6.79	0.006	-0.013	0
Si	-2.705	-5.439	6.797	-0.005	0.007	0.003
Si	-0.01	-2.742	6.798	-0.003	0.016	0.002
Si	1.36	1.351	8.162	-0.01	0.006	0.002
Si	4.072	4.088	8.174	-0.006	-0.013	0.002
Si	1.369	6.815	8.16	0.001	-0.002	-0.001
Si	4.08	-6.798	8.157	-0.008	0.002	0.003
Si	1.359	-4.084	8.161	0.005	-0.007	0.006
Si	4.083	-1.368	8.162	0.006	0.015	0.002
Si	6.804	1.367	8.178	0.019	0.019	0.004
Si	9.513	4.077	8.18	-0.003	-0.01	0.009
Si	6.795	6.812	8.165	-0.003	-0.01	0.003
Si	9.527	-6.786	8.157	0.011	0.01	-0.001
Si	6.799	-4.086	8.151	-0.009	-0.008	0
Si	9.519	-1.369	8.161	-0.004	0.001	-0.001
Si	-4.08	1.35	8.167	-0.005	-0.001	-0.003
Si	-1.36	4.084	8.16	0.009	-0.001	-0.003
Si	-4.08	6.81	8.16	0.004	-0.005	0
Si	-1.347	-6.797	8.154	0.008	0.005	0.005
Si	-4.071	-4.081	8.157	-0.005	0.001	0.001
Si	-1.365	-1.377	8.16	-0.014	-0.009	-0.002
Si	0	-0.013	9.516	-0.005	0.003	-0.003
Si	2.717	2.717	9.52	0.005	0.005	0.005
Si	0.006	5.446	9.512	-0.004	0	0.002
Si	2.727	-8.154	9.525	-0.004	-0.004	0.003
Si	0.003	-5.441	9.522	0.002	0.003	0.004
Si	2.725	-2.729	9.519	-0.014	-0.001	-0.002
Si	5.443	-0.004	9.52	-0.001	0.002	-0.002
Si	8.16	2.719	9.539	0.002	-0.004	0.009
Si	5.44	5.447	9.524	-0.005	-0.01	0.001
Si	8.16	-8.146	9.515	0.002	0.004	-0.003
Si	5.441	-5.442	9.518	0.005	-0.01	0.004
Si	8.157	-2.726	9.515	0.008	0.01	-0.001
Si	-5.442	-0.008	9.524	0	0.01	0.006
Si	-2.721	2.721	9.519	0.001	-0.003	0
Si	-5.442	5.449	9.52	0	-0.001	-0.003
Si	-2.714	-8.153	9.513	0.001	-0.003	-0.004
Si	-5.438	-5.431	9.518	0.001	-0.003	0.004
Si	-2.723	-2.724	9.527	0.008	-0.001	0.006
Si	1.367	-1.37	10.876	0.012	0	0.007
Si	4.085	1.358	10.873	-0.005	0.001	-0.001
Si	1.366	4.085	10.873	-0.007	-0.011	-0.003
Si	4.086	-9.514	10.885	-0.002	0	0.003
Si	1.366	-6.795	10.882	-0.012	0.004	0.001
Si	4.085	-4.085	10.885	-0.001	0.009	0.001
Si	6.803	-1.366	10.878	0.003	0	-0.001
Si	9.522	1.353	10.886	0.003	0	-0.002
Si	6.795	4.084	10.883	0.009	0.002	0.005
Si	9.514	-9.509	10.874	0.003	-0.009	0.001
Si	6.801	-6.795	10.885	-0.002	0.002	0.002
Si	9.518	-4.077	10.881	-0.002	-0.007	-0.002
Si	-4.086	-1.367	10.887	0.001	0.001	-0.002
Si	-1.359	1.352	10.871	0.007	0.005	-0.002
Si	-4.085	4.085	10.877	-0.004	0.001	0.004
Si	-1.356	6.805	10.869	0.002	-0.003	-0.006
Si	-4.08	-6.795	10.87	0.007	-0.002	-0.002
Si	-1.358	-4.081	10.879	-0.01	0.002	0.001
Si	2.743	-0.017	12.227	-0.005	0.016	-0.002
Si	5.441	2.716	12.238	-0.006	-0.009	-0.002
Si	2.729	5.442	12.237	0.002	-0.001	0.004
Si	5.446	-8.158	12.249	-0.001	-0.002	-0.001
Si	2.727	-5.444	12.249	-0.005	-0.015	0.003
Si	5.451	-2.728	12.243	0.003	0.01	-0.002
Si	8.162	-0.009	12.241	0.003	0.004	-0.008
Si	10.871	2.726	12.238	-0.005	-0.012	0.002
Si	8.151	5.453	12.233	-0.003	-0.007	-0.005
Si	10.869	-8.142	12.229	0.006	0.006	-0.006
Si	8.154	-5.428	12.245	0.013	0.003	-0.007
Si	10.871	-2.724	12.251	-0.008	0.002	0.004
Si	-2.721	-0.002	12.235	0	0	0.002
Si	0.011	2.712	12.219	-0.006	0.004	0.003
Si	-2.723	5.453	12.227	0.013	0.006	0.004
Si	-0.001	8.165	12.231	0.003	-0.01	-0.001
Si	-2.726	-5.436	12.231	0.007	0.002	-0.003
Si	0.008	-2.73	12.237	-0.006	-0.007	0
Si	1.386	1.348	13.566	0.013	-0.016	-0.008
Si	4.094	4.083	13.598	-0.007	-0.004	0
Si	1.372	6.816	13.584	-0.021	0.013	0.001
Si	4.091	-6.801	13.613	-0.002	-0.007	0.003
Si	1.365	-4.087	13.607	-0.006	0.015	0.003
Si	4.106	-1.365	13.603	0.003	-0.017	-0.002
Si	6.8	1.35	13.593	0.011	-0.001	-0.004
Si	9.497	4.088	13.588	0.001	0.02	-0.002
Si	6.803	-9.517	13.612	0.013	-0.006	0.006
Si	9.51	-6.785	13.6	-0.008	-0.003	-0.01
Si	6.8	-4.079	13.624	0.003	-0.001	0.001
Si	9.503	-1.373	13.614	-0.002	0.014	0.003
Si	-4.089	1.36	13.588	0.003	0.015	0.003
Si	-1.351	4.082	13.559	0.015	-0.024	-0.003
Si	-4.09	6.822	13.58	-0.012	-0.008	0
Si	-1.365	9.528	13.583	-0.013	0.009	-0.006
Si	-4.09	-4.092	13.602	0.016	-0.016	0
Si	-1.356	-1.369	13.585	0.002	0.011	0.004
Si	0.036	-0.017	14.917	0.001	0.02	0.005
Si	2.752	2.691	14.932	-0.014	-0.018	0.004
Si	0.01	5.442	14.91	-0.013	-0.002	0.004
Si	2.731	8.157	14.97	0.002	0.005	0.002
Si	-0.001	-5.46	14.957	-0.012	-0.021	0.008
Si	2.75	-2.734	14.95	0.003	0.023	-0.007
Si	5.484	-0.026	14.977	-0.012	0.02	0
Si	8.126	2.734	14.95	-0.005	-0.015	-0.002
Si	5.447	5.439	14.975	0.012	0.004	0.006
Si	8.153	-8.137	14.964	0.015	0.007	-0.004
Si	5.446	-5.447	14.984	0.003	-0.004	-0.008
Si	8.148	-2.722	15.004	-0.001	-0.009	0.002
Si	-5.457	0.002	14.949	0.002	0.006	0.003
Si	-2.714	2.732	14.915	0.002	0.003	0.013
Si	-5.466	5.468	14.922	-0.014	-0.012	0.001
Si	-2.752	8.204	14.941	0.023	0	0.011
Si	-5.466	-5.431	14.976	-0.005	0.004	-0.001
Si	-2.715	-2.736	14.941	-0.006	0.008	-0.001
O	1.61	-7.718	-3.602	-0.317	-0.131	0.003
O	3.276	-6.505	24.934	0.391	-0.476	-0.275
O	6.332	-4.639	24.85	-0.395	0.338	-0.254
O	2.824	8.082	-0.476	-0.301	-0.24	-0.281
O	7.104	6.281	-2.46	-0.024	0.302	0.05
O	1.182	4.588	23.028	-0.207	0.419	0.569
O	5.511	-5.367	-0.431	0.036	0.09	-0.51
O	-0.297	2.519	22.109	0.208	-0.189	0.581
O	-5.345	2.727	22.181	-0.113	-0.097	0.518
O	-3.904	3.371	-1.034	-0.198	-0.483	-0.157
O	5.218	7.977	22.275	0.062	-0.068	0.553
O	-6.204	1.156	-1.224	-0.056	0.293	-0.113
O	-7.49	2.161	-4.311	0.08	0.484	0.683
O	4.677	2.706	-6.838	-0.147	-0.687	0.12
O	-2.408	5.269	25.272	0.497	0.39	0.27
O	-2.704	-5.368	22.133	-0.261	-0.154	0.23
O	-2.768	-2.645	-0.463	0.063	0.081	-0.4
O	-5.336	-5.401	-0.121	0.096	0.024	0.103
O	-6.442	7.413	23.068	0.024	0.305	0.149
O	1.144	-6.443	-1.34	-0.416	0.068	0.138
O	2.607	0.016	22.179	0.081	0.01	0.484
O	7.82	-2.394	-3.695	-0.192	0.02	-0.209
O	3.712	-3.705	-1.313	-0.366	0.233	-0.049
O	-6.946	-0.304	24.904	-0.084	-0.541	0.304
O	-5.446	5.39	-0.286	-0.066	0.031	-0.31
O	-8.066	5.461	22.275	-0.071	0.039	0.438
O	-0.021	-2.614	25.107	0.404	-0.047	0.661
O	1.243	1.655	-2.511	-0.059	0.092	0.238
O	0.348	-6.953	-6.398	-0.456	0.251	0.233
O	6.496	7.518	-5.073	-0.139	-0.458	0.352
O	1.993	-6.48	22.708	0.124	0.181	-0.201
O	7.604	-6.467	-1.503	0.188	-0.332	-0.177
O	1.167	1.818	-5.072	0.534	0.069	0.347
O	6.148	4.214	-1.266	-0.323	-0.224	-0.393
O	-2.38	4.956	-6.144	-0.423	0.014	-0.221
O	1.644	-1.554	-1.413	0.183	-0.263	-0.022
O	-7.123	7.251	-1.216	-0.133	0.148	-0.058
O	-1.975	6.665	-1.391	-0.338	0.585	-0.258
O	-3.331	4.26	22.956	0.379	-0.562	0.419
O	-4.964	-4.975	25.006	0.423	-0.076	-0.134
O	3.102	1.264	25.32	0.273	-0.219	-0.032
O	-7.813	-7.446	-6.188	-0.268	0.321	0.23
O	-6.872	-3.257	-5.515	-0.34	-0.384	-0.172
O	-3.154	1.958	-3.099	-0.615	-0.4	0.203
O	-4.016	5.64	-2.813	-0.404	0.433	0.519
O	8.15	2.725	-0.439	0.043	-0.173	-0.723
O	2.804	-6.458	-6.974	-0.01	-0.729	-0.172
O	0.548	-1.624	-6.643	-0.042	0.027	0.719
O	-3.685	-1.503	23.12	-0.339	-0.364	0.049
O	0.211	-5.428	-3.507	-0.264	-0.181	-0.672
O	3.402	6.079	22.955	-0.271	-0.254	0.347
O	-3.979	-7.16	-1.515	0.267	-0.597	-0.062
O	7.406	1.347	24.522	-0.255	-0.09	0.457
O	2.647	-2.779	-3.498	0.081	0.143	-0.54
O	-6.365	-2.899	25.472	-0.537	0.485	0.088
O	1.853	3.754	-1.101	-0.057	0.356	-0.358
O	4.684	6.396	-1.313	-0.176	0.381	-0.219
O	2.228	5.632	25.257	-0.023	0.539	0.086
O	-1.726	6.337	-3.97	0.415	0.453	0.036
O	-1.611	2.036	-1.041	-0.022	0.321	-0.13
O	3.605	1.819	-1.323	-0.019	-0.253	-0.276
O	0.051	-2.774	-3.134	-0.395	0.234	-0.359
O	-5.274	-8.079	25.321	-0.085	0.289	-0.042
O	2.141	2.831	-7.254	-0.035	0.061	-0.622
O	6.867	4.117	-6.292	-0.374	0.44	0.291
O	-0.929	0.799	-3.874	-0.077	-0.19	0.192
O	-5.871	-5.651	-6.909	-0.319	0.202	0.243
O	-7.489	-5.247	24.687	0.067	-0.403	0.391
O	7.762	3.769	25.572	0.02	0.082	-0.172
O	-5.399	8.146	-6.708	0.092	-0.553	-0.526
O	-0.583	-3.814	22.823	0.271	0.193	0.033
O	7.336	-0.983	23.219	-0.078	-0.298	0.634
O	3.314	3.614	24	-0.243	0.053	-0.206
O	3.006	3.424	-3.377	0.002	-0.321	-0.275
O	-5.178	6.146	-5.06	-0.034	-0.056	-0.159
O	-6.842	3.724	-6.336	0.344	-0.242	-0.465
O	-7.91	-4.967	-3.687	-0.12	-0.337	-0.423
O	-6.17	-3.654	22.989	0.563	0.424	-0.108
O	-5.422	-1.058	-5.946	-0.328	0.211	-0.498
O	4.036	8.092	-4.458	0.204	-0.151	0.158
O	5.319	0.077	-0.374	0.158	0.161	-0.337
O	-1.867	4.212	-2.449	0.686	-0.071	0.033
O	0.019	5.386	-0.299	0.133	-0.064	-0.289
O	-1.214	-4.42	-1.545	0.036	-0.344	-0.078
O	5.012	5.065	-3.538	0.213	0.087	-0.423
O	4.543	-4.793	-6.123	-0.264	0.455	-0.133
O	-4.086	6.592	23.713	-0.222	0.183	-0.062
O	-2.287	2.404	-5.511	0.012	0.201	0.003
O	6.901	-4.037	-5.476	-0.043	0.293	-0.784
O	1.199	-4.394	-6.235	0.274	0.125	0.301
O	-3.694	-2.26	25.598	0.34	-0.176	-0.126
O	5.434	-2.685	22.33	-0.171	0.146	0.216
O	-5.278	3.685	-4.197	0.284	-0.286	0.162
O	6.852	-1.688	-1.388	-0.024	-0.176	-0.301
O	-7.197	0.849	22.64	0.022	-0.054	0.079
O	4.97	-3.959	-3.64	0.493	0.25	0.164
O	-0.576	6.856	-6.244	-0.196	-0.107	-0.247
O	-7.263	-4.252	-1.308	-0.328	0.36	-0.238
O	-7.838	6.189	-6.052	0.234	0.013	-0.071
O	6.337	1.837	-4.988	-0.508	-0.169	0.504
O	-4.357	-3.108	-4.697	0.141	0.443	0.538
O	-3.285	0.089	-4.913	0.285	-0.484	-0.453
O	-6.706	5.415	-2.987	-0.21	-0.743	0.117
O	-4.253	0.203	24.994	0.341	0.505	0.211
O	-5.37	1.557	-5.682	0.111	-0.001	-0.573
O	0.82	-0.136	25.499	0.233	-0.257	-0.021
O	-3.442	-5.126	-6.083	0.429	-0.046	-0.003
O	-4.909	-3.291	-7.263	-0.152	0.237	-0.582
O	-6.982	-1.243	-1.858	-0.101	-0.248	0.226
O	2.568	6.078	-3.68	-0.371	0.022	0.546
O	6.907	-6.782	23.415	0.177	-0.499	0.623
O	-4.082	-5.384	-3.464	-0.101	-0.001	0.307
O	-5.53	0.056	-3.55	-0.099	-0.233	-0.06
O	0.428	-1.088	23.064	-0.15	-0.207	0.017
O	2.824	-5.415	-3.131	0.339	-0.22	-0.307
O	-0.256	3.505	-6.653	0.213	0.451	0.251
O	-6.281	-6.502	-2.481	-0.055	-0.246	-0.097
O	0.052	8.104	22.127	0.132	0.186	0.43
O	0.124	1.011	-7.285	-0.293	0.263	-0.071
O	7.52	0.135	-3.258	-0.341	0.161	0.142
O	8.078	0.118	-5.889	0.17	-0.47	0.097
O	-1.603	6.285	23.008	0.266	-0.026	0.355
O	-2.338	0.388	22.019	-0.079	0.27	0.547
O	3.653	-4.483	23.233	0.122	0.256	0.474
O	-1.275	-4.962	24.985	-0.145	-0.239	-0.185
O	5.847	-6.3	-4.413	0.436	-0.095	0.666
O	7.804	-4.633	22.44	-0.336	-0.067	-0.255
O	-1.941	-4.091	-4.131	0.124	0.307	-0.185
O	-4.408	-7.196	23.043	-0.309	0.396	0.51
O	1.339	-4.718	24.496	0.001	0.17	0.268
O	4.497	1.51	23.102	0.51	-0.021	0.142
O	5.367	2.703	25.248	-0.088	0.117	0.597
O	-4.651	-7.824	-4.077	0.025	-0.096	0.09
O	-3.065	7.48	-5.916	0.167	0.465	-0.22
O	3.414	4.634	-5.673	-0.18	0.188	-0.098
O	-4.439	-0.815	-1.304	0.163	-0.106	-0.387
O	0.933	2.448	26.058	-0.089	0.356	-0.611
O	-7.543	7.694	-3.865	0.195	0.582	0.101
O	-1.692	-0.663	24.713	0.028	0.381	0.198
O	1.942	7.333	-5.894	0.568	-0.438	-0.116
O	1.299	-0.568	-3.859	0.309	-0.131	-0.328
O	5.178	-7.319	-6.709	0.403	-0.227	-0.503
O	-0.095	0.041	-0.327	-0.035	0.006	-0.423
O	6.729	3.542	23.162	-0.495	-0.343	0.037

Results
total energy: -101655.511 eV
total energy less fixed offsets of O -438.25, Si -107.07 eV per atom: -2.311 eV
